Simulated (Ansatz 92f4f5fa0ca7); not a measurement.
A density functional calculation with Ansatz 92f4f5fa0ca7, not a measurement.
Periodic cell of 444 atoms, Si288O156, from a study of silicon, its oxide and their interface. The atomic structure is a simulated model.
Doubt: the cutoff is far below the 930 eV that the study's wrapper takes by default for these files, so forces and energies are approximate.
This geometry differs little from another in the collection (a relaxation step or a small displacement).

Settings
functional: PBE
potential files: Ansatz PAW
basis: plane waves
wave-function cutoff: 580 eV
density cutoff ratio: 5
exchange-correlation grid ratio: 1
k mesh: 1 x 1 x 1, Gamma-centred
self-consistency stop: 5e-08 eV per atom in the density residual
occupations: fixed
spin: none
net charge: 0

Cell vectors (angstrom)
a	15.4687	0	0
b	0	15.4687	0
c	0.2806	1.4845	34.5161

Atoms: element, x, y, z (angstrom)
Si	0.3884	2.1644	25.4542
Si	0.2901	4.6957	25.6318
Si	0.2572	9.3041	25.7922
Si	0.3528	-3.0145	25.5679
Si	4.264	2.2315	25.7771
Si	4.2329	4.6497	25.766
Si	4.1867	9.0359	26.1313
Si	3.9781	-2.0457	25.6033
Si	8.0074	1.0622	25.5964
Si	7.9314	6.2835	25.7095
Si	8.0112	8.7849	25.8284
Si	7.8121	-2.0934	25.8072
Si	-3.5731	2.269	25.4013
Si	-3.6867	4.825	25.5698
Si	-3.5737	9.3869	25.7875
Si	-3.2128	-2.9882	25.3771
Si	2.2445	1.5823	26.8991
Si	2.2166	5.1921	26.9699
Si	2.1432	9.0532	27.2032
Si	2.1624	-2.5004	26.9763
Si	6.1492	1.5708	27.0168
Si	6.1088	5.4222	27.0106
Si	6.1855	9.2956	27.2296
Si	5.8772	-2.2528	27.0386
Si	10.0152	1.5331	26.7978
Si	9.8795	5.4094	26.8931
Si	9.941	9.2298	27.0769
Si	9.7788	-2.3198	27.0414
Si	-1.6211	1.5857	26.7031
Si	-1.6902	5.2384	26.8742
Si	-1.6612	9.1699	27.1173
Si	-1.5461	-2.5296	26.9274
Si	2.2007	3.3628	28.4358
Si	2.1631	7.101	28.4214
Si	2.2263	11.0874	28.4208
Si	2.1657	-0.4449	28.2349
Si	6.2086	3.4823	28.3878
Si	6.0502	7.2939	28.4693
Si	6.0765	11.2846	28.4245
Si	6.0175	-0.3515	28.4068
Si	9.8904	3.4361	28.2589
Si	9.9905	7.2679	28.3833
Si	9.9355	11.196	28.3807
Si	9.986	-0.3575	28.3243
Si	-1.6669	3.3648	28.3211
Si	-1.6645	7.1679	28.3225
Si	-1.6269	11.1228	28.4376
Si	-1.6499	-0.4324	28.1303
Si	0.2475	3.4129	29.745
Si	0.2346	7.2393	29.7409
Si	0.2985	11.1515	29.7731
Si	0.2431	-0.4322	29.6388
Si	4.1954	3.4187	29.7152
Si	4.1032	7.2712	29.77
Si	4.1521	11.1512	29.7654
Si	4.0704	-0.4344	29.7143
Si	8.0731	3.4186	29.7652
Si	8.0338	7.2668	29.7429
Si	8.018	11.1864	29.7543
Si	8.0174	-0.4229	29.7033
Si	-3.6214	3.4132	29.6741
Si	-3.5632	7.2658	29.741
Si	-3.5909	11.1598	29.7453
Si	-3.5374	-0.4405	29.6653
Si	0.2806	1.4845	31.0974
Si	0.2806	5.3517	31.0974
Si	0.2806	9.2189	31.0974
Si	0.2806	-2.3827	31.0974
Si	4.1477	1.4845	31.0974
Si	4.1477	5.3517	31.0974
Si	4.1477	9.2189	31.0974
Si	4.1477	-2.3827	31.0974
Si	8.0149	1.4845	31.0974
Si	8.0149	5.3517	31.0974
Si	8.0149	9.2189	31.0974
Si	8.0149	-2.3827	31.0974
Si	-3.5866	1.4845	31.0974
Si	-3.5866	5.3517	31.0974
Si	-3.5866	9.2189	31.0974
Si	-3.5866	-2.3827	31.0974
Si	1.93	0.0108	3.4075
Si	1.9339	3.8504	3.4022
Si	1.9319	7.752	3.4035
Si	1.9323	-3.8844	3.4035
Si	5.8069	0.0209	3.4044
Si	5.8078	3.8634	3.4108
Si	5.807	7.7551	3.4068
Si	5.8043	-3.8903	3.4018
Si	9.6707	0.0153	3.4167
Si	9.6673	3.8647	3.4235
Si	9.6683	7.7468	3.4228
Si	9.6699	-3.8943	3.4147
Si	-1.936	0.0041	3.4229
Si	-1.9383	3.8522	3.4168
Si	-1.9369	7.7531	3.4164
Si	-1.9344	-3.8811	3.4189
Si	1.937	1.9329	4.7988
Si	1.9421	5.8006	4.7128
Si	1.929	9.6694	4.801
Si	1.9229	-1.9409	4.724
Si	5.8178	1.9429	4.8012
Si	5.8314	5.816	4.7339
Si	5.8119	9.6675	4.8098
Si	5.8124	-1.9383	4.7039
Si	9.6766	1.9413	4.8171
Si	9.6577	5.8093	4.7699
Si	9.6682	9.6605	4.8311
Si	9.6872	-1.9437	4.7284
Si	-1.9379	1.9283	4.8174
Si	-1.9566	5.804	4.7388
Si	-1.9447	9.6711	4.8229
Si	-1.9273	-1.944	4.7623
Si	0.0074	1.9145	6.1799
Si	0.0003	5.789	6.0367
Si	-0.0021	9.6745	6.1847
Si	0.0146	-1.957	6.1087
Si	3.8805	1.9465	6.1596
Si	3.8886	5.8195	6.037
Si	3.8686	9.6742	6.1635
Si	3.8736	-1.9255	6.0232
Si	7.7444	1.9595	6.1941
Si	7.7306	5.8345	6.1417
Si	7.7328	9.6589	6.2145
Si	7.7447	-1.9498	6.0431
Si	-3.8657	1.9311	6.2115
Si	-3.8803	5.8105	6.1181
Si	-3.8731	9.661	6.2247
Si	-3.8657	-1.9617	6.105
Si	0.0493	-0.0531	7.5145
Si	0.0151	3.904	7.4577
Si	-0.0152	7.6764	7.4429
Si	-0.0054	-3.8485	7.5509
Si	3.897	-0.0423	7.4374
Si	3.9084	3.9358	7.4448
Si	3.8688	7.6981	7.4629
Si	3.8625	-3.8035	7.4377
Si	7.7589	-0.0559	7.4356
Si	7.7387	3.929	7.5473
Si	7.7113	7.7246	7.603
Si	7.7379	-3.8204	7.4902
Si	-3.8436	-0.0626	7.5085
Si	-3.8649	3.9115	7.5332
Si	-3.902	7.699	7.5623
Si	-3.8858	-3.8455	7.559
Si	2.0196	-0.3568	8.8103
Si	1.9745	4.25	8.7195
Si	1.923	7.3712	8.7312
Si	1.9722	-3.4975	8.803
Si	5.829	-0.357	8.7373
Si	5.785	4.2542	8.8473
Si	5.7292	7.4079	8.8841
Si	5.7813	-3.483	8.7494
Si	-5.8043	-0.3887	8.7723
Si	-5.7906	4.2622	8.8632
Si	-5.8215	7.4226	8.9478
Si	-5.8363	-3.5301	8.8741
Si	-1.8929	-0.3973	8.8003
Si	-1.8959	4.2201	8.7985
Si	-1.9214	7.3568	8.7876
Si	-1.9524	-3.5429	8.8807
Si	4.1231	0.6858	24.0358
Si	2.2141	1.4845	32.4646
Si	2.2141	5.3517	32.4646
Si	2.2141	9.2189	32.4646
Si	2.2141	-2.3827	32.4646
Si	6.0813	1.4845	32.4646
Si	6.0813	5.3517	32.4646
Si	6.0813	9.2189	32.4646
Si	6.0813	-2.3827	32.4646
Si	-5.5202	1.4845	32.4646
Si	-5.5202	5.3517	32.4646
Si	-5.5202	9.2189	32.4646
Si	-5.5202	-2.3827	32.4646
Si	-1.653	1.4845	32.4646
Si	-1.653	5.3517	32.4646
Si	-1.653	9.2189	32.4646
Si	-1.653	-2.3827	32.4646
Si	2.2141	3.4181	33.8319
Si	2.2141	7.2853	33.8319
Si	2.2141	-4.3162	33.8319
Si	2.2141	-0.4491	33.8319
Si	6.0813	3.4181	33.8319
Si	6.0813	7.2853	33.8319
Si	6.0813	-4.3162	33.8319
Si	6.0813	-0.4491	33.8319
Si	-5.5202	3.4181	33.8319
Si	-5.5202	7.2853	33.8319
Si	-5.5202	-4.3162	33.8319
Si	-5.5202	-0.4491	33.8319
Si	-1.653	3.4181	33.8319
Si	-1.653	7.2853	33.8319
Si	-1.653	-4.3162	33.8319
Si	-1.653	-0.4491	33.8319
Si	0	1.9336	0.683
Si	0	5.8008	0.683
Si	0	-5.8008	0.683
Si	0	-1.9336	0.683
Si	3.8672	1.9336	0.683
Si	3.8672	5.8008	0.683
Si	3.8672	-5.8008	0.683
Si	3.8672	-1.9336	0.683
Si	7.7343	1.9336	0.683
Si	7.7343	5.8008	0.683
Si	7.7343	-5.8008	0.683
Si	7.7343	-1.9336	0.683
Si	-3.8672	1.9336	0.683
Si	-3.8672	5.8008	0.683
Si	-3.8672	-5.8008	0.683
Si	-3.8672	-1.9336	0.683
Si	0	0	2.0503
Si	0	3.8672	2.0503
Si	0	7.7343	2.0503
Si	0	-3.8672	2.0503
Si	3.8672	0	2.0503
Si	3.8672	3.8672	2.0503
Si	3.8672	7.7343	2.0503
Si	3.8672	-3.8672	2.0503
Si	7.7343	0	2.0503
Si	7.7343	3.8672	2.0503
Si	7.7343	7.7343	2.0503
Si	7.7343	-3.8672	2.0503
Si	-3.8672	0	2.0503
Si	-3.8672	3.8672	2.0503
Si	-3.8672	7.7343	2.0503
Si	-3.8672	-3.8672	2.0503
Si	1.782	1.9707	10.9284
Si	3.7523	-5.7476	13.2688
Si	1.6356	-5.8061	10.9327
Si	4.0891	8.4592	15.7868
Si	-5.201	4.065	15.6347
Si	6.1385	1.9202	10.9734
Si	0.6801	1.8966	19.6903
Si	-4.1515	-0.8886	17.989
Si	9.2888	1.9201	10.9713
Si	-5.3589	-5.7403	14.2013
Si	9.1554	-5.7648	11.1317
Si	9.1852	-0.5255	15.6977
Si	-1.3941	1.9131	10.9286
Si	-1.5313	-5.8427	11.0096
Si	4.8581	3.1902	15.8092
Si	-5.1517	1.5687	13.8881
Si	2.929	1.9396	17.6859
Si	-2.2732	9.5886	14.0413
Si	1.3791	0.9765	22.6103
Si	2.5913	-4.6163	15.7847
Si	6.9512	1.2735	17.1646
Si	5.4643	5.9598	16.7076
Si	6.3592	10.1105	17.2033
Si	2.2493	10.8944	21.3379
Si	-2.0872	1.6384	13.9397
Si	7.3911	10.9695	23.6814
Si	5.9759	-5.7304	11.0208
Si	-3.8395	1.7638	19.4162
Si	-0.2375	-0.6575	15.1608
Si	-5.2743	7.05	15.7528
Si	-0.5139	-3.7343	15.4787
Si	8.5688	-3.5698	16.0765
Si	-4.0224	0.9652	22.447
Si	-1.5991	3.8016	18.715
Si	-1.3447	6.9776	18.9087
Si	9.5036	-2.9877	19.02
Si	-1.8606	-2.9843	18.1731
Si	0.2636	-0.8787	18.1846
Si	4.9519	10.6685	20.0223
Si	3.9979	6.897	24.0347
Si	9.1017	3.0427	18.3914
Si	-1.9945	4.0817	15.7148
Si	8.3736	6.7736	22.7807
Si	2.7034	0.0003	15.2406
Si	3.9257	1.8444	13.2297
Si	5.69	7.9037	21.5575
Si	-3.5839	-4.187	20.4341
Si	0.4939	-2.0766	22.4762
Si	-2.102	7.0791	15.8765
Si	7.2042	-3.0712	21.1522
Si	0.246	8.3482	21.0526
Si	4.8632	-0.2198	18.9374
Si	6.2042	-0.2391	21.8096
Si	0.8487	7.0233	23.7297
Si	4.2344	11.061	23.7966
Si	8.423	1.6754	22.5962
Si	6.2738	5.8383	19.5355
Si	-4.1257	7.1692	23.5369
Si	3.1568	-2.0498	17.349
Si	-2.6081	-1.9522	22.4325
Si	8.3235	4.3748	20.9364
Si	-2.6986	8.4413	21.103
Si	7.8425	7.4778	17.5938
O	-4.6062	-2.2335	25.7731
O	2.2006	0.5994	10.1456
O	1.9777	-1.9277	9.3439
O	2.1019	3.2835	10.0348
O	1.9343	5.8081	9.2809
O	-1.9022	5.7895	9.3346
O	1.9523	8.335	10.0561
O	0.0601	-5.7314	11.2913
O	-3.6033	3.9381	15.8805
O	5.8215	0.6195	10.0544
O	5.4443	10.5481	18.4772
O	5.7215	3.2881	10.1834
O	5.7599	5.8249	9.3918
O	5.5688	8.3593	10.2315
O	8.0176	9.6192	24.3639
O	5.801	-1.9175	9.2957
O	9.6123	0.6137	10.0653
O	9.6494	-1.9426	9.3604
O	-5.7682	3.2881	10.1885
O	-5.8016	5.8286	9.4228
O	9.6384	8.3581	10.3191
O	9.57	-4.4581	10.238
O	8.6061	-2.0443	15.4604
O	-1.8593	0.5881	10.1114
O	-5.2552	-1.5081	19.038
O	-1.8441	3.2576	10.1312
O	3.7375	0.9196	18.664
O	-1.8846	8.3188	10.1145
O	-1.2689	-4.6702	14.4052
O	4.1975	6.9647	16.4295
O	-1.919	-1.9571	9.3734
O	2.7779	9.3023	16.327
O	7.5638	6.7284	19.022
O	3.476	-1.2198	15.9806
O	7.6219	2.398	18.1473
O	-5.6075	-5.6542	12.5926
O	4.6215	7.6221	22.7431
O	1.291	9.6034	21.0218
O	9.3778	-3.5213	17.4885
O	-5.7327	8.2086	14.6955
O	3.3313	10.9794	20.0934
O	0.1967	1.9069	11.2389
O	4.2923	-1.6852	18.4685
O	-3.7801	-5.4882	14.5248
O	-1.5146	5.3664	19.1839
O	9.3827	7.2576	17.1527
O	-0.5966	2.8914	19.6074
O	3.1976	10.6243	22.6377
O	0.0905	8.2228	24.5476
O	-0.64	-2.2129	14.9085
O	0.712	7.2022	22.1218
O	2.3641	1.1505	16.3647
O	5.4206	9.3427	16.1268
O	5.3289	6.776	20.4474
O	6.8543	6.7886	16.4794
O	1.1112	-0.5889	22.236
O	-1.2437	3.7431	17.1233
O	-5.738	2.9243	14.6025
O	5.7054	-4.4396	10.076
O	9.245	-4.611	15.0107
O	-3.696	1.752	21.0458
O	-5.5731	5.5708	15.1054
O	3.4153	-4.5343	14.347
O	7.9266	-4.1512	22.1664
O	-3.7041	7.1442	16.1549
O	3.766	10.2455	25.1057
O	-1.0523	-2.0313	21.9476
O	5.2754	1.7797	12.3368
O	-2.399	-4.0223	19.3111
O	9.747	7.4993	23.3026
O	3.6617	-0.5107	25.0809
O	4.2919	5.2953	24.2032
O	7.737	5.9728	24.071
O	9.5386	3.8267	17.0551
O	-2.298	9.4205	12.4238
O	3.2068	-3.6179	16.9247
O	4.1057	2.9853	14.3796
O	2.6154	2.1365	12.3107
O	7.2325	7.7707	22.13
O	7.3285	0.9248	21.6583
O	-3.5105	1.7618	23.7961
O	0.3597	0.3634	19.2226
O	-1.3316	7.301	17.3065
O	9.8203	0.8265	22.5605
O	-5.2572	1.8014	12.2927
O	6.991	-1.6611	21.9428
O	0.4859	1.5325	23.8885
O	-3.0711	3.1141	18.9166
O	-3.3353	7.3506	22.1293
O	1.1203	1.8655	21.2623
O	7.9366	1.8659	24.1497
O	-1.2215	-3.8525	16.9493
O	0.5194	-2.2985	24.0957
O	-1.6623	5.6211	15.2618
O	5.7094	-3.5444	20.7221
O	-3.8321	5.653	24.1099
O	-1.4718	2.9904	14.6277
O	0.33	10.8397	25.1772
O	-3.5494	8.2483	24.607
O	7.7124	1.9663	11.3759
O	4.6171	7.6359	25.3504
O	2.0879	-4.4572	10.1365
O	4.1097	-2.8285	24.1499
O	1.0328	-4.2232	15.5759
O	7.9336	-0.5514	25.188
O	7.5517	-5.8088	11.4021
O	-4.9224	-0.4942	16.6083
O	-5.0528	-4.0872	19.7687
O	7.7588	-3.2068	24.5964
O	5.4059	5.3819	18.24
O	1.6978	-1.6173	17.9413
O	5.2122	-0.2579	20.5205
O	8.5729	3.1656	21.9779
O	8.8644	5.7259	21.6463
O	1.3472	-3.2209	21.6341
O	-3.5039	10.8867	25.0927
O	5.3744	0.0883	23.1718
O	6.1723	0.1744	18.0698
O	5.7869	10.7014	23.5054
O	-1.1996	8.9082	21.5616
O	-2.6599	-2.3496	23.9953
O	-0.3331	-0.3277	16.7618
O	7.5303	9.0781	17.7133
O	-2.0281	-4.486	10.2385
O	-0.7265	-2.0052	18.8225
O	1.2808	-0.4552	14.6037
O	3.9776	8.3552	14.1547
O	-3.3435	0.3549	18.7087
O	-3.4629	-3.0101	21.5487
O	5.3981	9.3342	20.8575
O	5.0918	-5.5073	12.3714
O	8.0765	-2.881	19.7903
O	-3.6197	1.3684	14.3959
O	0.0286	7.5923	19.6014
O	2.4554	9.5494	12.3165
O	-3.2707	-0.4708	22.3026
O	6.7603	4.5822	20.4679
O	8.0755	0.423	16.3908
O	-1.215	0.3291	14.3347
O	-2.1478	1.8826	12.347
O	7.049	-4.0794	16.4405
O	2.9584	1.1183	22.9799
O	-3.0752	-2.0533	17.6033
O	5.4833	4.6863	15.7105
O	0.3024	5.5458	24.1788
O	3.8279	3.1576	17.0873
O	-3.5779	9.8002	21.095
O	-2.6107	7.7371	19.6271
O	-5.3805	1.843	18.8759
O	9.1573	4.1539	19.5695
O	5.985	2.0267	16.0738
O	1.768	2.5434	18.6485
O	2.4124	7.1674	24.104
O	3.69	0.445	14.032
O	9.5166	0.1946	14.2698
O	-1.7328	8.2303	14.7842

Results
free energy: -271813.084 eV
free energy less fixed offsets of O -568.88, Si -635.61 eV per atom: -12.124 eV

Forces (eV/angstrom), in the order of the atoms: element, x, y, z
Si	-0.0027	0.0429	0.0276
Si	-0.0021	-0.0426	0.0192
Si	0.0005	-0.0146	0.0186
Si	-0.0008	0.0068	-0.0015
Si	-0.008	0.0091	-0.0064
Si	-0.005	-0.0065	0.0064
Si	0.0016	0.0038	0.0281
Si	0.0213	0.0384	-0.009
Si	-0.0078	0.0113	0.0071
Si	-0.0034	0.0228	0.0328
Si	-0.0066	-0.0265	0.0269
Si	0.0065	-0.0009	0.0161
Si	0.0029	0.041	0.0326
Si	0.0039	-0.0436	0.025
Si	-0.0022	0.0015	0.0141
Si	-0.006	0.0014	-0.0062
Si	0.0096	-0.0204	0.0041
Si	-0.0034	-0.0013	0.0103
Si	-0.0014	-0.0026	0.0044
Si	-0.0011	0.0007	0.0143
Si	-0.0041	-0.0039	0.0118
Si	0.0068	0.016	-0.001
Si	-0.0057	0.0014	0.0033
Si	0.0052	-0.0076	0.0061
Si	-0.0001	0.0046	0.0068
Si	0.0001	-0.0025	-0.001
Si	0.0044	-0.0005	0.0038
Si	-0.0149	0.0001	0.0164
Si	-0.0057	0.0019	-0.0052
Si	0.0007	-0.0016	0.0032
Si	0.0006	-0.0048	0.0047
Si	-0.0058	0.0089	0.0112
Si	0.0009	0.0047	0.0164
Si	-0.005	0.0023	0.006
Si	-0.0021	0.0014	0.0097
Si	-0.0017	0.0106	0.001
Si	0.0013	-0.0098	0.0086
Si	0.0018	-0.0092	0.0021
Si	0.0087	0.0073	0.0048
Si	-0.0032	0.0107	0.0062
Si	-0.0022	-0.0019	0.011
Si	0.0033	0.0018	0.0075
Si	-0.0031	-0.0042	0.0084
Si	0.0041	-0.0045	0.0098
Si	-0.0002	-0.0009	0.0022
Si	-0.0008	0.0054	0.0068
Si	0.0022	-0.0015	0.0144
Si	0.0028	-0.0032	0.0084
Si	0.0041	0.0042	-0.0034
Si	0.0021	-0.0027	0.0032
Si	-0.0029	-0.0001	0.0017
Si	0.0003	-0.0006	0.0053
Si	0.0021	0.002	-0.0019
Si	0.0017	0.0001	0.0028
Si	-0.0011	-0.0033	0.0031
Si	0.0015	-0.0003	0.0026
Si	-0.0039	0.0013	0.0075
Si	-0.0004	-0.0036	0.0047
Si	-0.0049	0.0007	0.0085
Si	0.0006	-0.0037	0.0021
Si	-0.0045	0.0023	-0.0015
Si	-0.0033	0.0019	0.0038
Si	0.0032	-0.0004	0.005
Si	-0.006	0.0031	0.0016
Si	-0.1639	-0.185	-0.1909
Si	-0.2352	-0.1984	0.2813
Si	0.0034	-0.2796	0.0105
Si	-0.0598	0.3728	-0.2166
Si	-0.0761	0.065	-0.0284
Si	0.0662	-0.219	0.1832
Si	-0.1041	-0.0761	0.1991
Si	-0.1536	0.2119	-0.0013
Si	0.0646	-0.0847	0.118
Si	0.222	-0.0055	0.2599
Si	-0.0221	0.0078	-0.0778
Si	0.148	0.3883	0.0595
Si	0.0465	-0.0115	-0.38
Si	-0.0167	-0.2558	-0.0822
Si	0.0699	-0.062	-0.0501
Si	0.0899	0.2532	-0.1848
Si	0.0012	-0.0017	0.0005
Si	-0.0016	0.0039	0.0022
Si	0.0001	-0.0033	0.0022
Si	0.0009	0.0022	0.0005
Si	-0.0002	-0.0046	0.0014
Si	0	0.0021	0.0002
Si	-0.0011	-0.0008	0.0009
Si	0.0009	0.0039	0.0016
Si	-0.0012	-0.0045	0.0014
Si	0.0004	0.0015	-0.0003
Si	0.0004	-0.0011	0.0008
Si	-0.0003	0.0035	0.0007
Si	-0.0012	-0.003	0.0008
Si	0.0002	0.0028	0.0016
Si	0.0016	-0.0043	0.0015
Si	-0.0002	0.0012	0.0008
Si	0.0004	-0.0015	0.0024
Si	-0.0002	0.0019	0
Si	0.0007	-0.0007	0.0034
Si	0	0	-0.0037
Si	-0.0009	0.0005	0.0019
Si	0.0006	0.0004	-0.0042
Si	0.0011	-0.0023	0.0033
Si	-0.0002	0.0024	0.0016
Si	0.0002	0.0009	0.0037
Si	0.0003	0.0003	-0.0059
Si	-0.0008	-0.0021	0.0033
Si	0.0008	0.0034	-0.0004
Si	0.0022	-0.0015	0.0033
Si	-0.0013	0.0022	-0.0009
Si	-0.0018	0.0002	0.0045
Si	0.0002	0.003	-0.0051
Si	0	0.001	-0.0009
Si	0.0001	-0.0029	-0.0074
Si	-0.0004	-0.0016	-0.0018
Si	-0.0015	-0.001	-0.0064
Si	-0.0001	0.003	0.0005
Si	-0.0035	-0.0007	-0.0041
Si	-0.0003	0.0021	-0.0006
Si	0.0037	-0.003	-0.0072
Si	0.0011	0	0.0008
Si	0.0002	0.0009	-0.006
Si	-0.0011	0.0014	-0.0039
Si	0	-0.0046	-0.0097
Si	-0.0003	-0.0003	0.0002
Si	0.0049	-0.0002	-0.0009
Si	0.0011	0	-0.0026
Si	-0.003	-0.006	-0.0012
Si	0.0013	0.0023	-0.0019
Si	-0.0019	0.0023	0.001
Si	0.0014	0.0026	0.0003
Si	0.0017	0.0008	0.0031
Si	0.0017	0.0063	-0.0042
Si	0.0006	-0.0031	-0.0002
Si	-0.001	0.0038	-0.0023
Si	-0.0013	-0.0017	0.0017
Si	-0.0032	0.0045	-0.0001
Si	-0.0007	-0.0013	0.0009
Si	-0.0017	0.0011	-0.0027
Si	0.0041	0.0043	0.0021
Si	0.0012	0.005	-0.0031
Si	-0.0006	-0.0002	-0.0004
Si	-0.0019	0.0012	-0.003
Si	-0.002	0.0038	-0.0006
Si	-0.0013	0.0291	-0.0147
Si	0.001	-0.0251	-0.019
Si	-0.0002	0.025	-0.0085
Si	0	-0.0323	-0.024
Si	0.0004	0.0203	-0.0044
Si	-0.002	-0.0355	-0.0224
Si	0.0012	0.0317	-0.0181
Si	-0.0022	-0.02	-0.0132
Si	0.0035	0.0192	0.0164
Si	0.0026	-0.0376	-0.0232
Si	0.0031	0.0273	-0.0151
Si	-0.0028	-0.0239	-0.0265
Si	-0.0012	0.028	-0.0105
Si	0.0035	-0.0279	-0.0219
Si	-0.0014	0.0167	0.0015
Si	-0.0013	-0.034	-0.0262
Si	-0.0044	-0.0142	-0.0005
Si	0.0346	0.0581	-0.0132
Si	0.0036	-0.0813	-0.0037
Si	0.0184	-0.013	0.0235
Si	0.0274	0.082	0.0066
Si	0.009	-0.0523	-0.0094
Si	-0.0214	-0.0413	-0.0009
Si	-0.0052	-0.0561	-0.0025
Si	0.007	0.091	-0.0217
Si	-0.0305	-0.1003	0.0004
Si	-0.0258	-0.0125	0.0229
Si	0.0153	0.0021	-0.0016
Si	-0.0255	0.1295	-0.0017
Si	0.0167	0.0263	0.0002
Si	0.039	-0.1122	0.0288
Si	-0.0102	0.0144	0.0127
Si	-0.013	0.0323	-0.0048
Si	-0.057	0.0153	0.0222
Si	0.0161	0.007	0.0017
Si	-0.0612	-0.0185	0.0016
Si	0.0038	-0.0122	0.0039
Si	-0.012	0.0051	0.007
Si	0.0207	-0.0018	0.0119
Si	-0.0105	-0.0093	-0.021
Si	0.0133	0.0107	0.0134
Si	0.0338	0.0211	0.0035
Si	0.0168	-0.0272	0.0069
Si	0.0297	0.0028	-0.0213
Si	0.029	0.0024	0.0186
Si	-0.0098	0.0332	0.0239
Si	-0.0345	-0.0121	-0.007
Si	0.0181	-0.0122	-0.0014
Si	-0.0308	0.0026	0.0045
Si	-0.0297	0.0036	-0.0253
Si	-0.0132	-0.0055	0.011
Si	-0.0117	0.0103	-0.0303
Si	-0.0109	0.0165	0.0176
Si	0.0135	-0.0101	-0.0363
Si	-0.0072	-0.0111	0.0105
Si	-0.0026	0.0117	-0.0429
Si	0.0188	0.0073	0.0076
Si	0.0272	-0.0329	-0.0366
Si	0.0112	-0.0011	0.0106
Si	0.0285	0.009	-0.0433
Si	0.0178	-0.0058	0.0147
Si	-0.0008	-0.0308	-0.0242
Si	0.0122	0.0313	0.0206
Si	0.009	0.0026	-0.0257
Si	-0.0267	-0.0013	0.0243
Si	-0.0665	0.1026	-0.0289
Si	-0.0597	-0.0873	-0.0458
Si	-0.057	0.1013	-0.0577
Si	-0.0535	-0.1205	-0.0588
Si	0.004	0.0933	-0.0476
Si	0.0524	-0.0776	-0.0567
Si	0.0272	0.1005	-0.0641
Si	0.0043	-0.1208	-0.094
Si	0.0674	0.1058	-0.0732
Si	0.0621	-0.0834	-0.0483
Si	0.0715	0.1109	-0.0559
Si	0.0585	-0.1151	-0.083
Si	0.0164	0.0916	-0.0089
Si	-0.0438	-0.078	-0.0121
Si	-0.0262	0.0906	-0.0046
Si	0.0161	-0.1076	-0.0273
Si	-0.0071	-0.0028	-0.012
Si	0.0028	0.005	-0.0173
Si	-0.0057	-0.0001	-0.0102
Si	0.0072	0.0018	0.0091
Si	-0.0012	0.0083	0.0086
Si	0.0067	-0.0005	-0.0132
Si	0.0035	0.0063	0.0025
Si	0.0044	0.0051	-0.0009
Si	0.0089	-0.0118	0.0059
Si	-0.0134	-0.0005	-0.0047
Si	-0.0029	0.0018	0.0026
Si	-0.0045	-0.0047	0.0065
Si	0.0042	0.0029	-0.0027
Si	0.0003	-0.0035	0.0007
Si	0.0063	0.0032	0.012
Si	-0.0077	0.0045	-0.0071
Si	-0.0015	0.0092	0.0111
Si	0.0058	-0.0035	-0.0074
Si	0.0065	0.0039	-0.0007
Si	-0.0032	-0.0007	0.0025
Si	0.0026	-0.0011	0.0028
Si	0.0071	0.0057	-0.0034
Si	0.0067	0.0022	-0.0067
Si	0.0145	0.0053	0.0264
Si	0.0027	0.0029	-0.008
Si	-0.0039	-0.0044	0.0123
Si	0.0051	-0.003	-0.0091
Si	0.0026	0.0018	0.0039
Si	-0.0068	0.0058	-0.0026
Si	-0.0008	-0.0056	0.0042
Si	-0.0004	-0.0055	-0.0104
Si	-0.0046	0.0026	-0.005
Si	0.0079	0.0057	-0.005
Si	-0.0026	-0.0089	0.0054
Si	-0.0028	-0.0083	-0.0026
Si	-0.0089	0.0027	-0.0041
Si	-0.0047	0.0066	0.0011
Si	-0.0001	0.0074	0.0054
Si	0.0118	0.0027	-0.0029
Si	-0.0081	-0.0059	-0.0073
Si	-0.0045	0.0065	-0.0019
Si	0.0025	0.0063	0.001
Si	-0.0006	0.0007	0.0222
Si	-0.003	-0.0012	0.0092
Si	-0.001	0.0034	-0.0181
Si	-0.0107	0.0008	0.0276
Si	-0.012	0.0066	0.0084
Si	-0.0016	0.0102	0.0151
Si	-0.0028	-0.0074	-0.0027
Si	0.0092	-0.0033	0.0088
Si	0.0127	-0.022	0.0102
Si	-0.0013	0.0026	0.0065
Si	0.0039	-0.0022	0.0054
Si	0.0056	-0.0022	0.0165
Si	0.007	-0.0025	0.0041
Si	-0.0103	-0.0002	0.0164
Si	0.007	-0.0026	-0.0195
Si	-0.0059	-0.0019	-0.0001
Si	0.0041	0.0006	0.0024
Si	0.0005	0.0011	0.016
Si	0.0131	-0.0033	0.0006
Si	-0.0173	-0.0172	0.0059
Si	-0.0008	0.0003	-0.0041
O	0.0227	-0.0016	-0.024
O	0.0026	-0.002	0.0119
O	-0.0009	0.0007	0.0374
O	0.0012	0.0052	0.0076
O	0.0005	0.0024	0.0374
O	0	0.0157	0.0342
O	-0.0026	-0.0029	0.0019
O	0.0012	-0.0034	0.0012
O	-0.0019	-0.0012	0.0014
O	0.0012	-0.0006	0.0038
O	-0.005	-0.0012	0.012
O	-0.0015	-0.003	0.0178
O	0.0006	-0.0004	0.0341
O	-0.0005	-0.0003	0.0147
O	-0.0013	0.0326	-0.0217
O	-0.0002	-0.0009	0.0343
O	-0.0078	0.0078	0.0004
O	0.0003	0.0115	0.0329
O	-0.0004	-0.0075	0.0208
O	-0.0016	0.0105	0.0351
O	-0.0031	-0.0038	0.0152
O	-0.0015	0.0007	0.0192
O	0.0046	0.0018	0.0048
O	0.0041	-0.0035	0.0083
O	-0.0021	-0.0068	0.004
O	0.0026	-0.0021	0.0168
O	0.0006	-0.0019	-0.0009
O	0.0047	-0.0029	0.0027
O	-0.001	0.0058	0.013
O	-0.0039	0.0044	-0.0023
O	0.0018	0.0088	0.0374
O	-0.0018	0.0024	-0.0023
O	-0.0024	0.0001	0.0115
O	-0.0011	0.0024	0.0037
O	0.0044	0.0032	0.0023
O	0.0025	0.0005	0.0111
O	0.0152	0.007	-0.0023
O	-0.0047	0.0047	-0.0006
O	0.0016	0.0024	0.0125
O	0.0027	0.0022	0.0055
O	-0.0049	0.0021	0.0009
O	-0.0072	0.0003	0.0025
O	-0.0009	-0.0062	0.0024
O	0.0049	0.0028	0.0027
O	0.0014	0.008	0.0028
O	-0.0035	0.0022	0.0017
O	-0.0027	0.0019	-0.002
O	-0.0184	0.003	-0.0117
O	-0.0013	0.0036	-0.0026
O	0.0001	0.0009	0.0079
O	-0.0005	0.0088	-0.0191
O	0.0004	-0.0054	-0.0019
O	-0.0073	0.0006	0.0065
O	-0.0036	0.0031	0.0052
O	0.0012	0.0018	0.0081
O	-0.0026	-0.0028	-0.0009
O	-0.0024	0.0024	0.0013
O	0.0051	-0.0042	0.0028
O	-0.0002	0.0062	0.0025
O	0.0025	0.0013	0.0067
O	-0.0019	-0.0009	0.0064
O	0.002	-0.0006	0.0035
O	-0.0033	0.0043	0.0026
O	0.0011	0.0069	-0.0114
O	0.0032	0.0037	0
O	0.0015	-0.0041	-0.0019
O	0.0019	-0.0004	0.0044
O	-0.0113	0.0005	0.0173
O	0.0007	-0.0012	0.0067
O	0.0008	-0.0041	-0.0018
O	-0.0019	-0.0209	-0.0072
O	0.0026	0.0046	-0.0023
O	0.0062	-0.0081	-0.0281
O	0.0012	-0.005	0.0045
O	0.0031	0.0003	0.0086
O	0.0031	0.0039	0.0038
O	0.0007	0.0026	0.0027
O	0.017	0.0005	0.0237
O	-0.0129	0.0028	-0.0032
O	0.0009	-0.0006	-0.0049
O	-0.0007	-0.0243	-0.0318
O	0.0011	-0.0043	0.0003
O	-0.0013	0.0026	0.015
O	0.0031	0.0025	0.0049
O	-0.0167	0.0006	-0.0086
O	-0.0016	0.0012	-0.0038
O	0.0083	-0.0172	-0.0278
O	0.0034	-0.0006	0.0043
O	0.0055	0.0088	-0.0058
O	-0.0002	-0.0045	0.0098
O	0.0111	-0.0024	-0.007
O	0.0009	0.0007	0.0026
O	-0.0011	-0.0015	-0.0023
O	-0.0028	-0.0012	0.0063
O	-0.011	-0.0042	-0.0011
O	-0.0009	0.0242	-0.0222
O	-0.0002	0.0046	0.0063
O	-0.0001	0.0007	-0.0103
O	0.0014	0.0069	-0.0017
O	0.0073	-0.0045	0.0011
O	0.0027	0.0002	-0.0099
O	0.0015	-0.0015	0.0165
O	-0.0055	0.0116	0.0028
O	-0.0017	0.0048	0.0012
O	0.0011	0.0005	-0.0125
O	0.0035	-0.0008	0.0025
O	0.0005	-0.0005	0.0072
O	0.006	0.0047	0.0066
O	-0.0056	-0.01	-0.0019
O	-0.0018	-0.0019	0.01
O	0.0029	0.0007	-0.0007
O	0.0021	0.0002	0.0017
O	-0.0055	0.0026	0.0002
O	-0.0015	-0.0056	0.0006
O	0.0031	-0.015	-0.0081
O	0.0005	-0.0052	-0.0053
O	-0.0119	-0.0021	0.0025
O	0.0015	0.0021	0.0021
O	0.0011	0.0031	0.0072
O	0.0027	0.0073	0.0027
O	-0.0106	-0.0035	-0.0036
O	0.0032	-0.0046	0.0051
O	-0.0039	0.0005	0.0037
O	-0.0009	0.003	0.0172
O	-0.0004	-0.0029	0.0029
O	0.0045	0.0003	0.0043
O	-0.0004	-0.0061	-0.0018
O	-0.001	-0.0002	0.004
O	0.0049	-0.0053	-0.0017
O	-0.0029	0.0078	-0.0024
O	-0.0141	-0.0004	0.0232
O	0.0131	-0.0032	-0.0006
O	-0.0007	-0.0003	0.0022
O	0.0004	0.0078	0.0082
O	0.0113	0	0.0178
O	0.0017	-0.0031	0.0083
O	0.0004	-0.0047	0.007
O	0.001	0.0033	0.0027
O	0.001	-0.0012	0.0057
O	0.0014	-0.0006	0.0081
O	0.002	0.0002	0.006
O	-0.0073	-0.0036	0.0082
O	0.0038	-0.0057	0.0069
O	-0.0032	-0.0062	0.0002
O	0.0018	0.0194	-0.0176
O	-0.0017	-0.0023	-0.0004
O	0.0057	0.0089	0.0031
O	0.0051	0.0029	0.0017
O	-0.0018	0.0044	0.0026
O	-0.0028	-0.0028	0.006
O	-0.0013	-0.0002	0.0028
O	0.0017	-0.004	-0.0031
O	-0.0008	0.0031	0.0054
O	-0.0012	-0.0041	0.0015
O	0.0034	0.0057	0.0012
O	-0.0024	0.0045	0.0039

The program warned: the cutoff lies below the one the program advises for these potential files; the exchange-correlation potential is rough where the density is thin.
